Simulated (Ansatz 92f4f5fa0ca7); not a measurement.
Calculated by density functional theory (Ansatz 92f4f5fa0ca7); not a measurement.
Periodic cell of 254 atoms, Si144O106N4, from a study of silicon, its oxide and their interface. The atomic structure is a simulated model.
This geometry differs little from another in the collection (a relaxation step or a small displacement).

Settings: functional r2SCAN; potential files Ansatz PAW; basis plane waves; wave-function cutoff 800 eV; density cutoff ratio 5; exchange-correlation grid ratio 1; k mesh 1 x 1 x 1, shifted by 0.5 0.5 0 of a step; self-consistency stop 1e-10 eV per atom in the density residual; occupations fixed; spin none; net charge 0.

Cell vectors (angstrom)
a  10.887  0  0
b  0  10.887  0
c  0  0  35.5828

Atoms: element, x, y, z (angstrom)
Si  -0.2389  0.1269  0.3178
Si  2.3951  2.5835  0.2386
Si  0.5023  5.0773  -0.0094
Si  2.9797  7.9216  0.1712
Si  5.7605  -0.2412  0.0602
Si  8.5335  2.4016  -0.0489
Si  5.1016  5.5162  0.1026
Si  7.7347  8.1304  -0.0225
Si  1.1913  1.3039  1.7263
Si  4.0487  3.8469  1.3498
Si  1.4035  6.7189  1.3984
Si  4.0771  9.6007  1.3665
Si  6.9092  1.3352  1.3234
Si  9.6156  4.0559  1.2442
Si  6.7323  6.6279  1.4209
Si  9.4332  9.2956  1.2705
Si  -0.0947  2.7904  2.8889
Si  2.7266  -0.0372  2.8233
Si  -0.0229  8.0687  2.6898
Si  2.7615  5.3352  2.7428
Si  5.4999  2.6312  2.7092
Si  8.1854  -0.1065  2.6969
Si  5.413  8.1322  2.7286
Si  8.2256  5.3617  2.6771
Si  1.3633  4.0947  4.1581
Si  4.1132  1.3358  4.1216
Si  1.3399  9.4459  4.0802
Si  4.0817  6.7511  4.0837
Si  6.8361  4.0302  4.0539
Si  9.4749  1.3009  4.1134
Si  6.7948  9.4856  4.0779
Si  9.5282  6.7468  4.0873
Si  0.0069  -0.0275  5.4376
Si  2.7383  2.7181  5.467
Si  0.0079  5.4427  5.4959
Si  2.7031  8.1016  5.4389
Si  5.4558  -0.0387  5.46
Si  8.1297  2.6632  5.4607
Si  5.4785  5.4211  5.423
Si  8.1713  8.1445  5.4328
Si  1.359  1.3505  6.7965
Si  4.0907  4.1012  6.811
Si  1.354  6.8143  6.8487
Si  4.0733  9.4845  6.7746
Si  6.7754  1.3446  6.8336
Si  9.5179  4.0403  6.786
Si  6.8083  6.7987  6.7961
Si  9.5189  9.5221  6.8051
Si  -0.009  2.7136  8.1692
Si  2.7305  -0.0181  8.1102
Si  -0.0095  8.1825  8.1814
Si  2.7495  5.4875  8.1898
Si  5.4302  2.7308  8.1679
Si  8.158  0.0054  8.1744
Si  5.4454  8.171  8.1643
Si  8.1794  5.4322  8.1194
Si  1.3414  4.1353  9.4873
Si  4.0671  1.3375  9.4771
Si  1.3723  9.5643  9.4938
Si  4.109  6.8585  9.5845
Si  6.8048  4.1221  9.4832
Si  9.497  1.371  9.5507
Si  6.7906  9.5474  9.535
Si  9.5023  6.7974  9.4991
Si  0.0142  0.0045  10.8637
Si  2.7191  2.7505  10.754
Si  -0.017  5.4885  10.8863
Si  2.7213  8.2687  10.907
Si  5.4239  0.0315  10.8986
Si  8.114  2.7815  10.8743
Si  5.5365  5.4985  10.9015
Si  8.1496  8.1571  10.8585
Si  1.3226  1.4944  12.1267
Si  4.1284  4.064  12.0749
Si  1.3422  6.8981  12.2176
Si  4.0562  9.6301  12.3246
Si  6.7429  1.4445  12.2434
Si  9.4537  4.1559  12.2361
Si  6.8698  6.8705  12.3587
Si  9.582  9.4362  12.1828
Si  -0.0698  2.7977  13.5332
Si  2.6905  0.2821  13.5478
Si  0.0187  8.156  13.7438
Si  2.7528  5.4272  13.3239
Si  5.3693  2.8293  13.6513
Si  8.2191  0.0057  13.3529
Si  5.3701  8.1837  13.6923
Si  8.3258  5.5399  13.7866
Si  1.3628  4.2016  14.7304
Si  3.5687  1.9736  15.0127
Si  1.1438  9.9577  14.7408
Si  4.1864  6.4548  14.8449
Si  6.5818  4.4356  14.8952
Si  9.7062  1.1328  14.7627
Si  6.8202  9.6928  14.7306
Si  10.037  6.5135  15.3606
Si  0.5736  4.2814  24.3223
Si  12.0691  -4.8831  21.8347
Si  -5.4334  0.5864  16.7521
Si  -13.3896  19.3464  17.2598
Si  13.8507  5.2943  19.5985
Si  -4.7821  20.409  18.9757
Si  23.6065  19.8557  17.4874
Si  -0.4308  -11.533  18.9153
Si  1.3131  23.4427  31.3994
Si  5.4124  -3.085  25.3538
Si  10.8889  11.4199  23.1413
Si  1.3505  8.4427  28.0937
Si  8.2578  18.3137  23.9842
Si  -7.3318  19.207  19.7831
Si  -2.9113  -4.1443  32.619
Si  -4.1378  11.8781  20.9434
Si  -3.0878  9.3661  31.0888
Si  7.8427  -8.3688  16.9679
Si  24.8008  6.8596  23.9611
Si  -0.5878  3.4037  21.9605
Si  7.5678  -10.3543  25.9551
Si  -2.9186  -0.6432  23.2035
Si  16.5072  4.6963  32.6304
Si  -0.0231  -1.0181  30.3236
Si  12.7245  6.1448  16.9012
Si  27.4535  21.4422  32.6956
Si  12.3893  -3.5147  30.8649
Si  -5.3637  -4.3465  27.9269
Si  7.4828  26.2682  22.914
Si  17.4516  -0.0678  28.7378
Si  3.4828  3.8961  24.2449
Si  0.3453  7.1409  25.3612
Si  -0.2219  -5.3044  32.612
Si  15.2869  9.2332  27.7032
Si  -2.5497  3.7066  32.6557
Si  -2.9375  2.5641  29.8466
Si  10.3947  -8.9537  25.6325
Si  11.7723  9.0005  21.3965
Si  -6.5775  -6.3152  30.0015
Si  -0.6875  3.4328  28.1099
Si  -9.1163  0.4762  33.8123
Si  9.2494  -8.6622  19.5966
Si  3.2349  8.8731  32.814
Si  12.0568  -6.4032  30.2144
Si  4.9573  3.5722  21.4115
Si  15.3974  2.158  31.4516
Si  6.0816  -7.7362  25.4948
Si  18.4335  -6.2378  27.8536
O  2.5605  -0.5283  32.8154
O  13.3266  14.0059  15.4277
O  5.2202  -5.6581  34.0874
O  -5.912  -0.2903  28.3892
O  4.7811  3.0126  30.0876
O  -8.1933  8.2178  34.1806
O  0.7541  3.0645  30.8584
O  4.1309  6.7965  35.6829
O  6.2944  4.463  21.7761
O  5.1931  3.1082  32.6075
O  11.7041  -0.4162  34.7629
O  5.4636  0.3625  34.1436
O  9.4155  2.4374  29.1445
O  7.8418  18.255  34.116
O  4.8268  20.0484  32.6799
O  -2.2793  2.9529  18.3131
O  2.0771  -1.4748  15.9694
O  8.1666  -2.2331  22.91
O  7.2633  3.8368  16.2561
O  3.6885  6.72  19.798
O  -8.4288  5.1414  18.0471
O  11.1858  0.811  24.7386
O  11.878  -0.7344  18.1761
O  6.7683  21.6414  19.7783
O  5.3186  -0.6637  17.7449
O  10.8393  0.0696  15.3136
O  -14.4154  3.9815  29.3212
O  -6.4034  14.1012  25.2965
O  9.4113  9.4834  17.9579
O  7.7351  9.0881  15.9304
O  19.9626  -6.5094  27.3845
O  11.0048  12.8561  22.3757
O  2.4066  -2.0031  20.7998
O  17.7401  11.0279  22.3292
O  -3.7294  -2.4813  18.3726
O  0.4277  -3.4176  21.8093
O  -0.8382  0.8912  19.1488
O  13.6566  -12.6253  27.6768
O  5.8747  0.0142  15.3041
O  10.2157  3.301  20.3397
N  -10.5469  4.7274  22.6584
O  5.4947  12.9412  21.0324
N  11.5048  16.3425  15.8266
O  9.355  10.9946  22.9485
O  -1.9865  1.7294  16.0435
O  -0.6235  3.2641  24.7092
O  -5.8343  8.8744  20.0277
O  2.6392  -4.4878  22.4643
O  6.5981  12.4478  17.341
O  5.0218  7.9585  28.5243
O  22.2579  -5.3637  25.3518
O  5.0178  20.0333  26.1893
O  8.0889  1.8292  20.6453
O  3.9996  14.4535  22.736
O  22.6695  10.1734  22.5578
O  14.0847  30.5822  18.2937
O  -6.807  1.3975  16.474
O  -5.7045  -10.185  31.5477
O  -10.5591  5.8023  34.1145
O  5.4201  5.4999  15.3776
O  -1.6838  7.1321  16.6975
O  -3.6601  -0.6541  32.3404
O  7.3876  -11.1243  27.3539
O  3.1689  -4.2003  16.1097
O  -1.2705  1.2088  35.2093
O  4.3801  7.7463  24.0871
O  0.3064  -1.3887  28.765
O  1.705  -14.44  29.2441
O  15.9861  6.5667  26.3631
O  0.7454  11.2857  30.555
O  -4.5026  1.5835  25.6861
O  -15.0415  -12.3938  35.2859
O  1.5483  -5.5231  20.4001
O  8.0037  16.8924  23.2418
O  12.8364  14.3  24.4594
O  22.9066  18.3713  17.5344
O  29.8183  13.5241  31.4601
O  24.6933  1.8874  31.4805
O  6.9773  -3.2292  24.9708
O  6.8471  3.7983  24.2292
O  9.7402  18.3797  24.7403
O  -6.0906  -5.5568  31.3691
O  12.3759  -7.0746  35.2068
O  1.6921  -3.2692  24.539
O  11.0032  2.4862  27.0443
O  19.6565  3.6391  22.465
O  14.2899  5.4582  24.6541
O  7.5822  10.3459  24.7649
O  -6.0659  5.3244  28.6931
O  7.1284  17.1036  27.983
O  20.7793  4.1535  32.5852
O  -6.8606  4.1797  20.1892
O  0.567  -14.0068  26.8399
O  19.8299  23.1387  25.989
O  0.5214  -2.2668  31.2101
O  8.0301  2.9804  34.0805
N  -3.5709  15.9977  32.488
O  -1.3322  -4.1892  32.3445
O  2.7177  -17.2137  29.85
O  18.3994  -13.9636  31.4832
O  6.9882  12.241  29.3814
O  -12.478  -0.9825  30.7295
O  0.2997  -6.4034  28.8439
O  -3.9388  -1.2504  29.7522
O  17.4328  -6.9466  26.8119
N  11.7855  16.6823  31.3192
O  0.8142  1.4202  32.9128
O  2.7633  1.4859  34.6326
O  -0.2378  -1.4114  20.329
O  13.751  7.8401  31.6198

Results
free energy: -154111.704 eV
free energy less fixed offsets of N -386.36, O -570.45, Si -639.56 eV per atom: -1.924 eV

Forces (eV/angstrom), in the order of the atoms: element, x, y, z
Si  0.0159  -0.0025  -0.0542
Si  -0.0008  -0.017  -0.0659
Si  0.0027  0.0111  -0.078
Si  0.0142  -0.0119  -0.0811
Si  0.0058  0.0024  -0.0775
Si  -0.0127  0.0079  -0.0857
Si  -0.014  0.0067  -0.0761
Si  -0.0203  -0.0092  -0.0853
Si  0.0013  0.0006  0.0061
Si  -0.0009  -0.0025  0.0042
Si  -0.0012  -0.0028  -0.0044
Si  0.0004  -0.0054  0.0028
Si  -0.0016  0.0022  0.0043
Si  -0.0006  -0.0012  0.0079
Si  -0.002  0.0016  0.006
Si  -0.0025  0  -0.0004
Si  -0.0028  0.0043  0.0002
Si  -0.0014  -0.0023  0.0007
Si  0.0016  0.0009  -0.0005
Si  -0.0001  -0.0038  0.004
Si  0.0033  -0.0035  -0.0018
Si  0.0001  -0.0006  -0.0015
Si  0.0003  0.0012  -0.0019
Si  0.0013  -0.0027  -0.0002
Si  0.0018  -0.0001  0.0024
Si  0.0025  0.0003  -0.0018
Si  -0.0022  -0.0016  0.0024
Si  -0.0009  0.0015  0.0029
Si  0.0006  0.0011  0.0006
Si  -0.0019  -0.0033  0.0003
Si  -0.0007  0.003  0.0024
Si  -0.0008  -0.0018  0.0032
Si  -0.0003  0  -0.0007
Si  -0.0023  -0.0019  -0.0003
Si  -0.0025  -0.0025  0.0019
Si  -0.0023  0.0003  -0.0006
Si  -0.0009  0.0028  -0.0005
Si  -0.0005  0.0004  -0.0019
Si  0.0001  -0.0042  0.0011
Si  0.0014  -0.0004  -0.0001
Si  -0.001  -0.0008  0.0003
Si  -0.0008  -0.0009  -0.0008
Si  -0.0008  -0.0015  0
Si  -0.0009  -0.0003  -0.0014
Si  0.0007  -0.0017  -0.0024
Si  -0.0001  0.0001  -0.0007
Si  -0.0007  -0.0004  -0.0016
Si  -0.0009  0.0004  -0.0005
Si  -0.0001  0.0006  0.0001
Si  -0.0002  0.0006  0.0009
Si  -0.0002  0.0018  0.0003
Si  0.0026  0.0011  0.0006
Si  0.0006  0.0024  -0.0012
Si  0.0009  0  -0.0005
Si  0.0007  0.0004  -0.0002
Si  -0.0021  -0.0022  0.0001
Si  -0.0025  -0.0007  -0.0011
Si  -0.0006  -0.0013  -0.0035
Si  -0.0001  -0.0001  -0.0005
Si  -0.0032  -0.0014  -0.0008
Si  -0.0002  0  -0.0017
Si  0.0002  -0.001  -0.0002
Si  -0.001  0.0004  0.0008
Si  -0.0006  -0.0005  0.0002
Si  -0.0025  -0.0003  0.0041
Si  -0.0038  -0.0004  0.0019
Si  -0.0012  -0.0013  0.0003
Si  0.0002  -0.0008  -0.0012
Si  -0.0016  0.0005  -0.0019
Si  -0.0023  0.003  -0.0005
Si  0.0015  0.002  -0.0046
Si  -0.0008  -0.0028  0.0044
Si  0.0024  0.0035  -0.0062
Si  0.0055  -0.002  0.0037
Si  -0.0025  0.003  -0.001
Si  -0.0001  0.0021  -0.0037
Si  -0.0009  0.0018  -0.003
Si  0.0045  0.0045  -0.003
Si  0.0041  0  0.004
Si  0.0056  0.0003  0.0044
Si  -0.0015  0.0019  -0.0045
Si  0.0045  0.0016  -0.0052
Si  -0.0033  -0.0032  -0.0089
Si  -0.0002  0.0036  0.0012
Si  -0.0006  0.0033  -0.007
Si  0.0033  0.0062  -0.0045
Si  0.0021  0.0025  0.0017
Si  0  0.0029  0.0022
Si  -0.0027  0.0094  0.0373
Si  0.0014  -0.0076  0.0663
Si  0.0105  -0.0044  0.0567
Si  -0.012  0.0007  0.0501
Si  0.0083  -0.0054  0.0454
Si  -0.0069  0.0009  0.0552
Si  0.0036  -0.0005  0.0665
Si  -0.0033  0.007  0.0594
Si  0.004  -0.0089  0.0279
Si  0.0019  -0.0003  0.0739
Si  0.0211  -0.0275  0.1138
Si  -0.0114  0.0404  0.1157
Si  0.0103  -0.0014  0.1349
Si  -0.0022  0.0215  0.1074
Si  0.0094  0.0158  0.1225
Si  0.006  0.018  0.1159
Si  -0.0054  0.0144  -0.1022
Si  0.0035  0.0005  0.0082
Si  -0.0055  0.0136  0.0416
Si  0.0075  0.0047  -0.0559
Si  0.0013  -0.0007  0.027
Si  -0.0108  -0.0307  0.1018
Si  0.0092  -0.0081  -0.1211
Si  -0.011  0.0166  0.0914
Si  0.0068  0.0157  -0.1052
Si  0.006  -0.0034  0.1119
Si  -0.0016  -0.0024  0.0373
Si  0.0019  0.002  0.1023
Si  0.001  0.0118  -0.0133
Si  0.0116  -0.013  0.0475
Si  -0.0046  -0.0261  -0.1278
Si  -0.0005  -0.0093  -0.0716
Si  0.019  -0.0025  0.1279
Si  0.0172  -0.0032  -0.1287
Si  -0.0158  0.0027  -0.0724
Si  0.0082  0.0126  -0.0438
Si  0.0057  0.0085  0.0491
Si  -0.0095  0.0032  -0.0695
Si  -0.0105  0.0077  0.0349
Si  -0.0005  -0.019  -0.0063
Si  -0.002  -0.0014  -0.1276
Si  0.0033  -0.004  -0.0335
Si  0.0096  -0.0016  -0.1198
Si  0.0024  0.002  -0.12
Si  -0.0045  0.0018  -0.0068
Si  -0.0032  -0.0063  0.0899
Si  -0.0087  0.0058  -0.0869
Si  -0.0055  -0.0062  -0.0499
Si  -0.004  -0.0012  -0.1307
Si  0.0152  0.0047  0.1296
Si  0.0045  -0.0086  -0.1189
Si  0.0008  -0.0114  -0.0799
Si  0.0082  0.0054  0.0839
Si  -0.0092  0.0059  -0.0879
Si  -0.0031  -0.0073  0.0006
Si  -0.0015  0.0026  -0.0494
O  -0.0054  0.0017  0.0452
O  0.0015  0.0018  -0.0296
O  -0.0166  0.0157  0.1216
O  0.0071  0.0041  0.0239
O  0.0007  -0.0136  0.0424
O  0.0026  -0.0136  0.104
O  0.002  -0.0219  0.0428
O  -0.0027  0.0043  0.0305
O  -0.0134  -0.0048  -0.0286
O  0.0111  0.0124  0.049
O  -0.0319  -0.0032  0.0697
O  -0.0017  0.0037  0.0988
O  -0.0108  -0.0035  0.0294
O  -0.0024  0.0328  0.1094
O  -0.0077  -0.0007  0.0401
O  -0.0254  0.0081  -0.0828
O  -0.0102  0.0196  -0.079
O  -0.0005  0.0091  -0.0167
O  -0.0185  0.0289  -0.0555
O  -0.0033  0.0044  -0.0355
O  -0.0274  0.0133  -0.0971
O  0.0015  -0.0046  -0.0147
O  0.025  -0.0188  -0.0536
O  -0.0077  -0.0363  -0.0696
O  -0.0022  0.0332  -0.0648
O  -0.0042  0.0054  -0.0338
O  -0.0016  -0.0144  0.0381
O  0.0023  0.002  -0.0067
O  -0.0303  -0.0341  -0.0627
O  -0.0182  0.0066  -0.062
O  0.0002  -0.0029  0.0184
O  -0.0031  0.0086  -0.0237
O  0.0262  -0.0019  -0.05
O  -0.0094  0.0149  -0.0455
O  0.0213  -0.0129  -0.0536
O  0.0039  0.0157  -0.0273
O  0.0036  -0.0125  -0.0402
O  -0.007  -0.0042  0.0199
O  0.0178  -0.0155  -0.0606
O  -0.0109  -0.011  -0.0533
N  0.0018  0.0106  -0.033
O  0.0107  -0.0123  -0.0282
N  -0.0125  -0.0048  -0.0526
O  0.0007  -0.0004  -0.0153
O  0.025  -0.0169  -0.0634
O  0.003  0.0035  -0.0059
O  0.0126  0.0079  -0.0429
O  -0.0131  -0.0041  -0.0364
O  -0.01  -0.0002  -0.0458
O  0.0003  -0.0054  0.0198
O  -0.0001  -0.0025  -0.0027
O  -0.0009  -0.0012  0.0146
O  0.0172  0.0029  -0.0512
O  0.0148  -0.0015  -0.0427
O  0.0042  -0.0183  -0.0367
O  -0.0237  0.0105  -0.0646
O  -0.0182  0.0158  -0.061
O  0.0059  -0.0174  0.0505
O  0.0118  -0.0113  0.1129
O  0.0035  0.0031  -0.0298
O  0.0257  -0.0249  -0.0636
O  -0.0215  0.0077  0.0542
O  -0.0047  -0.0032  0.0275
O  0.0253  0.0008  -0.0584
O  0.0038  -0.0051  0.0323
O  -0.0025  0.0023  -0.0098
O  -0.0094  0.0044  0.0409
O  -0.0017  -0.0127  0.0582
O  0.0022  -0.0049  0.013
O  0.0108  0.0162  0.0367
O  0.0029  -0.0002  0.003
O  0.0057  -0.0071  0.0453
O  0.0222  -0.0045  -0.0605
O  -0.0029  -0.0073  -0.0132
O  0.0001  0.0037  -0.0102
O  -0.0053  -0.0137  -0.0441
O  0.0038  0.0188  0.0697
O  -0.0017  -0.0082  0.036
O  0.0033  0.001  -0.0074
O  0.0066  0.0051  -0.017
O  -0.0012  0.005  -0.0062
O  0.0228  -0.0011  0.0705
O  0.0028  -0.008  0.0309
O  0.0031  -0.0007  -0.004
O  -0.0021  0.0084  0.0192
O  0.0092  -0.0039  -0.025
O  0.0012  0.0007  -0.0084
O  -0.0003  0.0004  -0.0109
O  -0.012  -0.0212  0.0448
O  -0.001  -0.0027  0.0159
O  -0.0078  0.0031  0.0402
O  -0.0188  0.0182  -0.0526
O  0.0042  0.0049  0.0221
O  0.0002  -0.0027  0.0031
O  0.0093  -0.0094  0.0389
O  0.0075  -0.0314  0.1054
N  -0.0017  0.0074  0.0449
O  -0.0131  -0.0035  0.041
O  -0.0031  -0.0017  0.0284
O  0.0003  -0.0283  0.0504
O  0.0002  0.0096  0.0341
O  -0.0126  -0.0052  0.0331
O  0.0171  0.0083  0.0393
O  0.0189  -0.0176  0.058
O  0.0069  0.0058  0.0172
N  -0.0159  0.0031  0.0569
O  0.0044  -0.0177  0.0781
O  0.0064  0.033  0.0727
O  -0.0154  0.0179  -0.0698
O  0.0234  0.0212  0.0602

The program warned: the cutoff lies below the one the program advises for these potential files; the forces do not sum to zero within the program's tolerance; empty levels may hold ghost states of the PAW files; the exchange-correlation potential is rough where the density is thin.
